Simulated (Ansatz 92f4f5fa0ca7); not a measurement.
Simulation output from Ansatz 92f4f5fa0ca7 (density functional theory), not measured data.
Periodic cell of 250 atoms, Si166O84, from a study of silicon, its oxide and their interface. The atomic structure is a simulated model.
Doubt: the cutoff is far below the 930 eV that the study's wrapper takes by default for these files, so forces and energies are approximate.
This geometry differs little from another in the collection (a relaxation step or a small displacement).

Settings: functional PBE; potential files Ansatz PAW; basis plane waves; wave-function cutoff 580 eV; density cutoff ratio 5; exchange-correlation grid ratio 1; k mesh 1 x 1 x 1, Gamma-centred; self-consistency stop 5e-08 eV per atom in the density residual; occupations fixed; spin none; net charge 0.

Cell vectors (angstrom)
a, 10.938, 0, 0
b, 0, 10.938, 0
c, 0, 0, 36.8235

Atoms: element, x, y, z (angstrom)
Si, 0, 0, 0.683
Si, 5.469, 0, 0.683
Si, 2.7345, 2.7345, 0.683
Si, 8.2035, 2.7345, 0.683
Si, 0, 5.469, 0.683
Si, 5.469, 5.469, 0.683
Si, 2.7345, 8.2035, 0.683
Si, 8.2035, 8.2035, 0.683
Si, 1.3673, 1.3673, 2.0503
Si, 6.8362, 1.3673, 2.0503
Si, 4.1018, 4.1018, 2.0503
Si, 9.5708, 4.1018, 2.0503
Si, 1.3673, 6.8362, 2.0503
Si, 6.8362, 6.8362, 2.0503
Si, 4.1018, 9.5708, 2.0503
Si, 9.5708, 9.5708, 2.0503
Si, 2.7345, 0, 34.772
Si, 8.2035, 0, 34.772
Si, 0, 2.7345, 34.772
Si, 5.469, 2.7345, 34.772
Si, 2.7345, 5.469, 34.772
Si, 8.2035, 5.469, 34.772
Si, 0, 8.2035, 34.772
Si, 5.469, 8.2035, 34.772
Si, 4.1018, 1.3673, 36.1393
Si, 9.5708, 1.3673, 36.1393
Si, 1.3673, 4.1018, 36.1393
Si, 6.8362, 4.1018, 36.1393
Si, 4.1018, 6.8362, 36.1393
Si, 9.5708, 6.8362, 36.1393
Si, 1.3673, 9.5708, 36.1393
Si, 6.8362, 9.5708, 36.1393
Si, 0.6331, 4.9602, 26.6199
Si, 9.6265, 4.0867, 27.7857
Si, 4.1943, 4.0734, 27.9018
Si, 9.6064, 1.3763, 30.7236
Si, 0.0195, 8.0763, 29.3597
Si, 5.1123, 10.8135, 24.5429
Si, -1.294, 9.5229, 28.0468
Si, 6.9441, 12.2765, 27.7454
Si, 5.5183, 2.6231, 29.2218
Si, 6.7529, 3.1427, 21.0455
Si, 5.9848, 4.9424, 26.5736
Si, 4.1025, 3.8804, 22.303
Si, -4.15, 1.793, 16.189
Si, 6.7468, 5.2889, 19.8319
Si, 1.2537, 13.8445, 17.913
Si, 11.1772, 11.4711, 23.8548
Si, 6.7875, -4.2073, 28.0202
Si, 10.765, 5.4895, 23.5311
Si, 1.3964, 4.074, 30.5745
Si, 0.4861, -0.5733, 26.6977
Si, 2.8736, 5.4853, 29.314
Si, 9.5921, 6.7848, 30.7467
Si, -0.0312, 13.6003, 29.2375
Si, 2.9103, 13.1415, 24.5926
Si, 4.1628, 1.3819, 30.7183
Si, 12.3495, 1.3343, 27.8858
Si, -2.6425, 0.0761, 29.2832
Si, 6.8924, 4.0485, 30.5835
Si, 4.1136, 6.8064, 30.7995
Si, 5.4239, 8.104, 29.3808
Si, 1.4264, 9.5476, 30.6168
Si, 6.8744, 9.5693, 30.6005
Si, 0.0492, -0.0278, 32.019
Si, 5.5099, -0.0298, 32.0321
Si, 2.7492, 2.7487, 32.0229
Si, 8.2134, 2.7328, 32.0469
Si, 0.0486, 5.4136, 32.0358
Si, 5.5362, 5.4118, 32.0311
Si, 2.7328, 8.208, 32.0759
Si, 8.2164, 8.2112, 32.0305
Si, 1.3816, 1.3692, 33.3928
Si, 6.8443, 1.3619, 33.4053
Si, 4.1133, 4.1057, 33.4023
Si, 9.5797, 4.0972, 33.4089
Si, 1.3618, 6.8288, 33.4124
Si, 6.8471, 6.8359, 33.3979
Si, 4.1148, 9.5763, 33.4119
Si, 9.5868, 9.5763, 33.3968
Si, 2.7095, -0.0401, 3.4202
Si, 8.1653, -0.0071, 3.4303
Si, 0.0325, 2.7899, 3.442
Si, 5.4421, 2.7391, 3.3955
Si, 2.757, 5.4898, 3.4383
Si, 8.232, 5.4803, 3.3671
Si, 0.0054, 8.1971, 3.404
Si, 5.4719, 8.2075, 3.4734
Si, 4.0566, 1.3654, 4.741
Si, 9.4746, 1.4771, 4.709
Si, 1.4396, 4.1475, 4.8689
Si, 6.8044, 4.1827, 4.6749
Si, 4.0978, 6.8402, 4.8708
Si, 9.6239, 6.788, 4.7468
Si, 1.3559, 9.5111, 4.8201
Si, 6.834, 9.5575, 4.8951
Si, -0.5192, 2.6165, 8.6012
Si, 8.2191, -2.9141, 6.1523
Si, -1.8959, 2.8461, 23.3511
Si, 13.6793, 2.6782, 6.2267
Si, 1.4121, 5.7389, 18.5497
Si, 4.8675, 8.6967, 10.7729
Si, -0.1577, 10.9464, 5.9351
Si, 5.483, 5.4173, 6.1909
Si, -1.1112, 4.5369, 11.4505
Si, 4.9743, 2.6841, 13.8234
Si, 2.1574, 5.3004, 9.6444
Si, 5.8428, 8.6627, 8.6796
Si, -2.4581, 5.7619, 9.0966
Si, 6.7846, 6.754, 7.6601
Si, 8.2766, 7.3184, 24.0867
Si, 6.2056, 8.7663, 13.3335
Si, 1.4246, -4.0693, 7.8397
Si, 4.6853, 3.5419, 7.4046
Si, -5.0145, 0.344, 11.8605
Si, 6.0745, -0.6176, 26.6462
Si, 4.0176, 9.7935, 7.5784
Si, 11.0609, 5.5947, 6.2243
Si, 2.7701, 8.1997, 6.3156
Si, 5.4386, 11.0629, 6.1761
Si, 7.0352, 6.1293, 14.3853
Si, 11.6598, 3.5126, 10.3307
Si, -1.2652, 2.2535, 16.5227
Si, 5.8794, 6.6009, 17.1918
Si, 1.6544, 11.0205, 13.0982
Si, 8.3191, 8.5169, 17.5175
Si, 2.0878, 10.7214, 8.8207
Si, 6.4612, 12.8441, 7.4041
O, 31.4591, 28.4886, 23.4298
O, -1.8199, -11.5961, 13.7915
O, 50.7129, 17.2963, 23.8825
O, -13.3023, -3.3089, 25.6518
O, 2.2148, 21.3825, 20.3864
O, 8.0962, -19.3597, 16.8687
O, 6.7829, 21.1302, 12.7534
O, -16.7055, 12.2935, 12.8773
O, 21.7229, 10.5657, 25.1626
O, 2.3562, 12.0161, 12.0326
O, 8.0434, 13.8097, 22.0426
O, 11.2626, 21.3376, 12.4025
O, -3.1226, -0.8817, 21.2206
O, 14.3935, 7.0374, 21.6991
O, -0.2978, -8.5506, 17.8335
O, 4.7056, -5.8269, 23.2416
Si, -8.6067, 8.693, 26.8359
Si, -3.0872, 30.3693, 26.8869
Si, 16.0487, 15.5737, 12.4253
Si, 15.141, 20.5137, 28.0015
Si, 19.2528, -5.4859, 29.2781
Si, -8.2628, 12.3703, 15.4327
Si, 4.1155, 3.8852, 9.6466
Si, 23.8168, 7.253, 22.2955
Si, 24.1083, 12.5235, 10.4883
Si, 19.9168, 9.4749, 20.2205
Si, 7.9265, -1.0938, 8.9669
Si, 20.4263, 4.3567, 7.4122
Si, 3.5223, -33.707, 19.4776
Si, -3.9948, 20.48, 22.5083
Si, 20.448, -2.2614, 10.3297
Si, 7.811, 3.2305, 26.3979
Si, 4.8524, -14.2103, 21.1083
Si, -2.1727, -0.3297, 15.3427
Si, 13.9627, 8.0023, 17.2652
Si, 12.0243, 12.2746, 7.3559
Si, 11.8236, -1.0567, 21.1568
Si, 14.4921, 9.5909, 14.82
Si, 20.4473, 6.652, 19.4241
Si, 0.2059, 17.6053, 13.1123
Si, 12.3903, 6.7888, 27.9524
Si, 30.0181, 2.9169, 6.0709
Si, 31.4863, -1.46, 7.3358
Si, 13.7767, 11.0025, 29.3145
Si, 2.3816, -7.7677, 26.6779
Si, 16.4129, 16.8464, 24.4596
Si, 14.0498, 14.7316, 20.0142
Si, 20.9392, -1.5547, 12.7325
Si, -14.2469, 12.0824, 9.3695
Si, -8.133, 28.4299, 11.5254
Si, 16.2143, 1.7819, 18.9408
Si, -12.1522, 15.4693, 14.3649
Si, 22.3266, 8.8675, 8.8388
Si, 14.2566, -2.6261, 24.7895
O, 6.4351, -16.5028, 13.0654
O, -29.963, -13.4643, 15.6999
O, 35.4927, -1.1391, 13.4614
O, 30.2606, 20.5855, 18.7061
O, -4.7129, -0.145, 23.303
O, -2.406, 4.724, 10.4208
O, 12.6472, 17.9453, 12.6453
O, 5.7799, 8.4433, 22.1945
O, 9.0697, -25.6546, 9.7486
O, 6.6186, -19.9124, 19.8846
O, -6.5879, 39.8912, 17.4738
O, 22.927, 5.8809, 22.4928
O, -6.541, 14.1029, 19.1664
O, 9.3977, 47.6064, 12.8902
O, -4.7586, -8.2445, 14.9626
O, 24.0294, -8.9101, 16.8569
O, 17.7394, 18.8814, 17.3733
O, 11.6577, -11.3282, 22.6196
O, 1.8493, -19.0526, 19.4582
O, -8.8292, 18.8157, 23.7845
O, 11.3435, 5.4307, 25.0497
O, -2.4964, -27.3765, 14.8194
O, 26.1801, 12.2505, 24.6362
O, 10.1056, 25.2399, 15.4109
O, -16.1947, 23.5039, 17.3712
O, 10.9823, 5.9566, 19.434
O, -0.6179, 17.0125, 11.8241
O, 45.172, -20.9078, 14.4669
O, 12.4754, -31.438, 24.326
O, 4.8102, -11.5314, 11.0647
O, 59.1058, 22.3363, 19.3507
O, -13.5056, -16.3082, 19.8595
O, 12.048, -2.6689, 21.3317
O, -7.9082, 20.3761, 18.05
O, 14.7855, 16.6204, 12.468
O, -5.1606, 17.381, 20.5362
O, 35.8243, -29.6641, 23.2587
O, 21.3762, 43.0258, 20.3422
O, 34.5637, -3.8167, 17.7692
O, 2.6626, -5.6236, 19.5422
O, 20.2161, 29.7571, 20.4875
O, 12.1862, -6.4394, 17.492
O, -13.0382, 20.136, 16.1504
O, 6.3064, 16.3404, 18.2326
O, -40.1472, 43.8356, 15.6357
O, 25.8281, 20.642, 24.1896
O, 53.0371, 40.066, 17.912
O, -1.0907, 44.4926, 15.9363
O, 25.4316, 46.3225, 14.65
O, 15.4791, -36.5428, 24.8447
O, 27.5595, 7.9803, 12.0038
O, -26.8004, -4.9066, 15.661
O, 16.3634, 13.8947, 22.0054
O, 8.2183, 35.8235, 24.7765
O, 0.0933, 27.4035, 14.2775
O, 25.2767, -13.9216, 10.8544
O, 32.3491, -13.8101, 13.5939
O, 26.9261, -23.7289, 14.4356
O, 18.2149, 0.3476, 15.5622
O, 21.0743, -6.8956, 23.1371
O, 8.0384, 52.5423, 23.4446
O, 36.4563, -8.5959, 10.0796
O, 5.2716, -6.6417, 10.7945
O, 17.8127, 1.2368, 10.8615
O, 31.04, 23.6644, 9.3883
O, 37.2641, 8.8394, 20.0628
O, 18.2096, 7.7262, 14.012
O, -1.0431, -31.3677, 23.4113

Results
free energy: -153295.414 eV
free energy less fixed offsets of O -568.88, Si -635.61 eV per atom: 1.766 eV

Forces (eV/angstrom), in the order of the atoms: element, x, y, z
Si, -0.0972, 0.0975, 0.0147
Si, -0.0091, 0.0646, -0.0148
Si, 0.0065, 0.0356, 0.0038
Si, 0.1154, -0.0801, 0.0271
Si, -0.0128, -0.0117, -0.0373
Si, -0.0529, 0.0097, 0.013
Si, 0.0568, -0.0498, 0.0134
Si, -0.0789, 0.0257, -0.008
Si, -0.0923, 0.0143, 0.2018
Si, -0.2408, -0.1084, -0.0453
Si, -0.1066, 0.166, -0.1113
Si, 0.2613, -0.0243, -0.2376
Si, 0.0661, -0.095, -0.0086
Si, -0.0002, 0.2909, 0.052
Si, 0.0729, -0.1632, 0.1495
Si, -0.0485, 0.1069, 0.1365
Si, 0.0731, 0.1072, -0.007
Si, 0.1178, 0.007, -0.0188
Si, 0.0275, -0.1167, -0.0172
Si, -0.0449, -0.1177, -0.0122
Si, 0.1367, 0.0293, 0.0129
Si, 0.1427, 0.0801, -0.0048
Si, -0.1075, -0.0589, 0.0266
Si, 0.0199, -0.1088, -0.0062
Si, -0.0065, -0.0381, 0.0234
Si, 0.0011, -0.0525, -0.0066
Si, -0.0168, -0.0446, -0.0159
Si, 0.0068, 0.0171, 0.0008
Si, -0.0022, 0.0112, 0.0069
Si, 0.0242, 0.0181, 0.0344
Si, 0.0335, -0.0195, -0.0056
Si, 0.0602, -0.0248, -0.017
Si, 0.0089, -0.0275, 0.0317
Si, -0.0042, -0.0036, -0.0125
Si, -0.0088, 0.0046, 0.0035
Si, -0.0012, 0, -0.0076
Si, 0.0055, 0.0015, -0.0059
Si, 0.0001, 0.0201, -0.0373
Si, -0.0079, 0, -0.0026
Si, 0.0109, 0.008, -0.0128
Si, -0.0029, -0.0016, 0.0023
Si, -0.0267, 0.0049, 0.0168
Si, 0.0172, -0.0224, 0.0074
Si, 0.0068, -0.0163, 0.0094
Si, -0.0224, 0.01, 0.0055
Si, -0.0219, -0.016, 0.0173
Si, 0.0131, 0.0017, -0.001
Si, -0.0196, 0.0277, 0.0081
Si, 0.0042, -0.0002, -0.0059
Si, -0.0071, -0.0063, -0.0124
Si, -0.0022, -0.0024, 0.0064
Si, 0.0038, -0.0103, 0.0228
Si, 0.0141, -0.0036, -0.0088
Si, -0.0025, 0.005, -0.0067
Si, -0.0072, -0.0013, -0.0104
Si, -0.0032, 0.0359, -0.0512
Si, -0.0082, 0.0016, -0.0054
Si, -0.0146, 0.0125, -0.0054
Si, 0.0035, -0.0009, -0.0024
Si, -0.0054, -0.0002, 0.0056
Si, -0.0021, -0.0043, -0.0015
Si, -0.019, 0.0094, -0.0201
Si, -0.0136, -0.0023, 0.0063
Si, 0.0087, 0.0032, 0.0105
Si, 0.0018, -0.0038, 0.002
Si, 0.004, -0.002, 0.0021
Si, 0.0021, 0.0019, 0.0024
Si, -0.0044, 0.0007, -0.0007
Si, 0.0043, -0.0027, 0.0034
Si, -0.0006, -0.0052, 0.0009
Si, -0.0026, 0.0007, -0.0014
Si, -0.0064, 0.0009, 0.0012
Si, -0.0016, 0.0007, 0.0018
Si, -0.002, 0.0034, 0.0022
Si, 0.0025, -0.0022, 0.0007
Si, -0.0021, 0.0002, 0.0019
Si, 0.0029, -0.0058, 0.0018
Si, 0.0001, 0.0035, 0.001
Si, -0.0003, 0.0009, 0.0027
Si, 0.0005, 0.0025, 0.0015
Si, -0.0105, -0.0084, -0.0018
Si, -0.0298, -0.0037, -0.0003
Si, 0.0047, 0.0069, 0.0002
Si, 0.0033, -0.0011, 0.003
Si, 0.0049, 0.0028, 0.0033
Si, -0.0044, 0.0042, 0.001
Si, 0.0021, -0.0054, 0.0026
Si, -0.004, 0.0022, -0.0074
Si, 0.0008, -0.007, -0.0062
Si, 0.0108, -0.0083, -0.0118
Si, -0.0044, -0.0045, 0.0045
Si, -0.0081, 0.0046, -0.0055
Si, -0.0051, -0.005, 0.0016
Si, -0.0051, 0.016, 0.0101
Si, 0.0144, 0.0075, -0.0128
Si, 0.0376, 0.0053, -0.0077
Si, 0.0383, 0.0351, 0.0056
Si, -0.021, -0.0033, -0.0153
Si, -0.0312, -0.0051, -0.0245
Si, 0.0026, -0.0015, -0.0075
Si, 0.0095, -0.0061, -0.0002
Si, 0.0075, -0.0135, 0.0075
Si, 0.0248, 0.0025, 0.0282
Si, 0.0028, -0.003, 0.0009
Si, 0.0119, 0.013, 0.0185
Si, 0.0017, -0.0043, -0.0036
Si, -0.0082, 0.0084, -0.0126
Si, -0.0163, -0.0343, -0.0056
Si, -0.2672, 0.0733, -0.0371
Si, 0.0497, -0.0071, 0.0419
Si, -0.0098, -0.0202, 0.0056
Si, 0.0083, 0.0031, -0.0018
Si, 0.0126, 0.0204, 0.0368
Si, 0.0082, 0.0186, -0.0021
Si, -0.0037, 0.0125, 0.0421
Si, 0.026, 0.0045, 0.0017
Si, 0.0309, -0.0183, 0.0011
Si, -0.0174, -0.0214, -0.0329
Si, 0.0071, 0.0028, -0.017
Si, -0.012, 0.0017, -0.0095
Si, -0.0231, -0.0015, -0.0155
Si, -0.0009, -0.0207, -0.0116
Si, -0.0126, 0.0035, -0.003
Si, -0.0016, -0.0236, -0.0008
Si, 0.0028, -0.0017, 0.0061
Si, -0.0031, -0.0075, -0.0107
Si, -0.013, 0.0236, 0.0135
Si, -0.008, 0.0132, 0.0092
O, -0.0011, 0.0022, 0.004
O, 0.0005, -0.0021, -0.0112
O, 0.0071, 0.0011, 0.0216
O, -0.0021, -0.0055, -0.0133
O, -0.0015, -0.0005, -0.002
O, 0.0113, -0.0014, -0.0024
O, -0.0006, -0.0051, -0.0086
O, 0.0012, 0.0082, -0.0127
O, -0.0065, 0.0016, -0.0142
O, -0.0018, 0.0125, -0.0259
O, 0.0226, 0.0051, 0.0157
O, 0.0071, 0.0071, 0.0059
O, 0.0117, -0.0024, -0.0069
O, -0.0004, 0.0121, 0.0048
O, -0.0052, 0.001, 0.0034
O, -0.0081, 0.0054, 0.0117
Si, -0.0159, 0.0065, 0.0095
Si, 0.0037, 0.0065, 0.009
Si, 0.0304, 0.0068, -0.0145
Si, -0.0224, -0.0012, 0.0348
Si, 0.0061, -0.0056, -0.012
Si, 0.0066, 0.0075, -0.0031
Si, 0.0209, 0.0158, 0.0181
Si, 0.0113, -0.022, 0.0054
Si, -0.0425, 0.0003, 0.0375
Si, -0.012, 0.0038, -0.0063
Si, 0.0386, 0.0657, 0.0521
Si, 0.0946, -0.0246, -0.0453
Si, 0.0161, 0.0119, -0.0098
Si, -0.0147, 0.007, 0.0104
Si, -0.0795, 0.0481, -0.0204
Si, -0.0168, 0.0216, 0.0372
Si, 0.0019, -0.0279, -0.0004
Si, -0.0098, -0.0039, 0.0028
Si, 0.0037, -0.0047, -0.0044
Si, -0.0038, -0.0153, -0.028
Si, 0.0028, -0.0025, -0.0114
Si, 0.0087, -0.0023, 0.0016
Si, -0.0206, -0.0235, -0.0113
Si, 0.0055, 0.0037, -0.014
Si, -0.0139, -0.0012, -0.0145
Si, -0.0455, 0.0124, -0.0038
Si, -0.0089, 0.0068, -0.0095
Si, 0.0253, -0.0158, -0.02
Si, -0.0106, 0.0126, -0.0027
Si, 0.0089, 0.012, -0.0451
Si, 0.0469, 0.0113, 0.0204
Si, 0.0013, 0.0045, -0.0062
Si, 0.0151, -0.0794, 0.0101
Si, 0.0359, -0.0081, 0.023
Si, 0.0098, 0.0342, 0.0117
Si, -0.0123, -0.0023, 0.0199
Si, 0.0181, -0.0107, -0.0161
Si, -0.0002, -0.0166, -0.0266
O, -0.0103, -0.0125, 0.0044
O, -0.0047, 0.0013, -0.0025
O, -0.0061, 0.0009, -0.0052
O, -0.0023, -0.0024, -0.0042
O, 0.011, -0.0141, 0.0032
O, 0.0529, -0.049, 0.0564
O, -0.0039, 0.0004, -0.009
O, -0.007, 0.0009, -0.0042
O, 0.0461, -0.0566, -0.0049
O, -0.0115, -0.025, -0.0228
O, -0.0073, 0.0065, 0.0012
O, -0.0043, 0.002, 0
O, -0.0053, -0.011, 0.0031
O, 0.0014, -0.0041, -0.0098
O, 0.0085, 0.0016, 0.0001
O, -0.0059, -0.0017, -0.0002
O, 0.0125, 0.0084, 0.0092
O, 0.005, -0.0092, -0.0052
O, -0.0354, -0.0189, -0.0184
O, 0.0026, 0.0111, 0.0176
O, -0.0083, 0.0065, -0.0096
O, 0.0176, -0.0059, -0.0056
O, 0.0148, -0.0268, 0.0095
O, -0.0005, 0.0032, -0.0037
O, 0.0075, -0.0053, -0.0129
O, 0.0006, 0.0052, 0.0074
O, 0.0015, -0.0018, 0.0001
O, -0.0115, 0.0018, -0.004
O, -0.0036, -0.0041, 0.0098
O, 0.0051, 0.0027, -0.0213
O, -0.0161, -0.0239, 0.0053
O, 0.0269, 0.0204, 0.003
O, -0.0098, 0.0027, -0.0061
O, -0.0054, -0.0013, 0.0051
O, -0.0125, 0.0065, -0.005
O, 0.0008, 0.0106, -0.0036
O, -0.0139, -0.012, 0.0369
O, -0.0041, 0.0016, 0.003
O, -0.0037, 0.0071, 0.0023
O, -0.0253, 0.0253, -0.0144
O, 0.0013, 0.0061, 0.0041
O, -0.0083, -0.0019, -0.0022
O, -0.0016, 0.0019, 0.0069
O, -0.0082, 0.0203, -0.0241
O, -0.0047, -0.006, -0.0017
O, -0.0132, 0.0047, 0.0073
O, -0.0052, 0.0124, 0.0025
O, 0, -0.0016, -0.0015
O, -0.0189, 0.0018, -0.0028
O, -0.0081, -0.0065, 0.0086
O, -0.0097, 0.0072, -0.0138
O, 0.0017, 0.0053, 0.003
O, 0.005, 0.0113, -0.0097
O, 0.0158, -0.0048, -0.0234
O, -0.0012, -0.0062, -0.0004
O, -0.0186, 0, -0.0112
O, -0.0027, 0.0074, -0.0054
O, -0.0139, 0.0028, 0.0085
O, 0.0047, -0.0068, -0.0017
O, 0.0086, 0.0077, 0.0055
O, -0.0032, 0.0083, -0.0087
O, 0.0392, -0.0011, -0.0044
O, -0.0263, -0.0117, 0.0217
O, -0.0098, -0.0036, -0.0126
O, -0.0425, -0.0122, 0.0143
O, -0.01, 0.007, -0.0017
O, 0.0042, 0.0086, -0.001
O, 0.0087, -0.001, 0.0092

The program warned: the cutoff lies below the one the program advises for these potential files; the exchange-correlation potential is rough where the density is thin.
